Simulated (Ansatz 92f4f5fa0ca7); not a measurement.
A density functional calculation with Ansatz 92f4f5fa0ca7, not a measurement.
Periodic cell of 220 atoms, Si132O88, from a study of silicon, its oxide and their interface. The atomic structure is a simulated model.
Doubt: the cutoff is far below the 930 eV that the study's wrapper takes by default for these files, so forces and energies are approximate.
This geometry differs little from another in the collection (a relaxation step or a small displacement).

Settings: functional PBE; potential files Ansatz PAW; basis plane waves; wave-function cutoff 580 eV; density cutoff ratio 5; exchange-correlation grid ratio 1; k mesh 1 x 1 x 1, Gamma-centred; self-consistency stop 5e-08 eV per atom in the density residual; occupations fixed; spin none; net charge 0.

Cell vectors (angstrom)
a, 10.938, 0, 0
b, 0, 10.938, 0
c, 0, 0, 32.2141

Atoms and the computed forces on them: element, x, y, z (angstrom), force x, y, z (eV/angstrom)
Si, -0.2333, 0.2351, 24.6618, 0.0084, -0.0072, 0.0092
Si, 5.7108, -0.3441, 24.7316, -0.0094, 0.0159, 0.0003
Si, 2.5058, 2.8148, 24.7407, 0.0133, 0.0011, 0.0035
Si, 8.4587, 2.473, 24.6699, -0.0156, 0.0045, 0.0188
Si, 0.1873, 4.9676, 24.6125, -0.0051, 0.0112, 0.0215
Si, 5.2287, 5.8013, 25.0159, 0.0032, -0.0118, 0.0059
Si, 2.962, 7.9113, 24.7667, -0.0139, 0.0062, 0.0029
Si, 7.9587, 8.387, 24.7558, 0.0071, -0.0063, 0.0093
Si, 1.3128, 1.3286, 26.086, 0.0006, -0.0054, -0.0077
Si, 6.8481, 1.3146, 25.9918, -0.0014, 0.0092, -0.0111
Si, 4.0661, 4.047, 26.0574, 0.0031, -0.0005, -0.0065
Si, 9.5602, 4.0146, 26.0789, -0.0057, 0.0061, -0.0123
Si, 1.2869, 6.7249, 25.9234, 0.0014, 0.0036, -0.0066
Si, 6.8306, 6.9309, 26.2359, 0.0032, -0.0024, -0.007
Si, 4.0928, 9.5186, 26.08, -0.0079, 0.0065, -0.009
Si, 9.5619, 9.5797, 26.0077, 0.0058, -0.0047, -0.008
Si, 2.7335, -0.0121, 27.4157, 0.0035, -0.0005, 0.0061
Si, 8.215, -0.0041, 27.4222, -0.0046, -0.0001, 0.0031
Si, 0.002, 2.7154, 27.4732, 0.0018, 0.0013, 0.0067
Si, 5.4898, 2.7101, 27.3918, 0.0041, -0.0046, -0.0002
Si, 2.6979, 5.449, 27.4059, -0.0058, -0.0034, -0.0009
Si, 8.2197, 5.456, 27.4321, 0.0024, -0.0074, 0.0021
Si, 0.0053, 8.1781, 27.3551, 0, -0.0017, 0.0011
Si, 5.4438, 8.2554, 27.5285, 0.0089, 0.0038, 0.0125
Si, 4.1018, 1.3673, 28.7958, 0.0829, -0.031, -0.1959
Si, 9.5708, 1.3673, 28.7958, -0.1078, -0.1288, 0.2445
Si, 1.3673, 4.1018, 28.7958, -0.0213, 0.0445, 0.2181
Si, 6.8362, 4.1018, 28.7958, 0.0212, -0.1481, -0.1426
Si, 4.1018, 6.8362, 28.7958, -0.3466, -0.1886, 0.0945
Si, 9.5708, 6.8362, 28.7958, 0.194, 0.0263, -0.1831
Si, 1.3673, 9.5708, 28.7958, -0.0273, -0.2638, -0.2984
Si, 6.8362, 9.5708, 28.7958, 0.1782, 0.4639, 0.475
Si, 0, 0, 30.1631, -0.1126, -0.0028, -0.0206
Si, 5.469, 0, 30.1631, 0.1312, 0.0105, 0.0431
Si, 2.7345, 2.7345, 30.1631, -0.0395, 0.0891, -0.0408
Si, 8.2035, 2.7345, 30.1631, 0.0007, -0.0514, 0.0197
Si, 0, 5.469, 30.1631, 0.0563, -0.0305, 0.0007
Si, 5.469, 5.469, 30.1631, -0.0944, -0.0243, -0.0464
Si, 2.7345, 8.2035, 30.1631, -0.0177, -0.1047, 0.0032
Si, 8.2035, 8.2035, 30.1631, -0.0502, 0.0505, -0.0367
Si, 1.3673, 1.3673, 31.5303, 0.0821, -0.0295, -0.0196
Si, 6.8362, 1.3673, 31.5303, -0.0821, 0.0551, -0.0018
Si, 4.1018, 4.1018, 31.5303, 0.0398, -0.0565, -0.0041
Si, 9.5708, 4.1018, 31.5303, -0.0126, 0.0695, -0.0364
Si, 1.3673, 6.8362, 31.5303, -0.0218, 0.0367, -0.0199
Si, 6.8362, 6.8362, 31.5303, 0.0287, -0.0249, -0.0153
Si, 4.1018, 9.5708, 31.5303, -0.0401, 0.0043, -0.0357
Si, 9.5708, 9.5708, 31.5303, 0.0472, -0.0569, -0.0003
Si, 2.7345, 0, 0.6835, 0.0173, -0.0286, 0.0072
Si, 8.2035, 0, 0.6835, -0.037, 0.0308, 0.0049
Si, 0, 2.7345, 0.6835, -0.0496, 0.036, 0.0055
Si, 5.469, 2.7345, 0.6835, 0.029, 0.0367, 0.0429
Si, 2.7345, 5.469, 0.6835, -0.0313, 0.0327, 0.0039
Si, 8.2035, 5.469, 0.6835, 0.0219, -0.0787, 0.0142
Si, 0, 8.2035, 0.6835, 0.0275, -0.0442, 0.0343
Si, 5.469, 8.2035, 0.6835, -0.0108, 0.0184, 0.0171
Si, 4.1018, 1.3673, 2.0507, -0.1093, -0.0113, -0.053
Si, 9.5708, 1.3673, 2.0507, 0.0616, -0.0221, 0.0719
Si, 1.3673, 4.1018, 2.0507, 0.0659, -0.0008, 0.0727
Si, 6.8362, 4.1018, 2.0507, -0.0068, 0.0908, -0.0849
Si, 4.1018, 6.8362, 2.0507, 0.0159, -0.0522, 0.0897
Si, 9.5708, 6.8362, 2.0507, -0.0181, 0.0481, -0.052
Si, 1.3673, 9.5708, 2.0507, 0.0802, 0.0524, -0.0498
Si, 6.8362, 9.5708, 2.0507, 0.0428, -0.0441, 0.0628
Si, 0, 0, 3.418, 0.1114, 0.041, 0.0725
Si, 5.469, 0, 3.418, -0.0737, 0.1342, 0.413
Si, 2.7345, 2.7345, 3.418, -0.1144, -0.5351, -0.2643
Si, 8.2035, 2.7345, 3.418, -0.3584, 0.0832, 0.2282
Si, 0, 5.469, 3.418, -0.2402, 0.0219, 0.1194
Si, 5.469, 5.469, 3.418, 0.4422, -0.1631, -0.452
Si, 2.7345, 8.2035, 3.418, -0.0881, 0.6071, -0.0538
Si, 8.2035, 8.2035, 3.418, 0.3028, 0.043, -0.2146
Si, 1.3569, 1.3711, 4.8259, 0.0084, 0.0054, 0.0014
Si, 6.8306, 1.3703, 4.8591, -0.0035, 0.0022, -0.0042
Si, 4.1966, 3.996, 4.6841, -0.006, 0.0039, -0.0106
Si, 9.526, 4.1164, 4.8049, -0.0076, 0.0054, -0.0023
Si, 1.3275, 6.9103, 4.7433, -0.006, 0.0058, -0.0041
Si, 6.8699, 6.8286, 4.7392, -0.0006, 0.0079, -0.0111
Si, 4.0682, 9.6206, 4.8403, -0.0079, -0.0006, -0.0011
Si, 9.5734, 9.5854, 4.794, -0.0049, -0.0046, -0.0031
Si, 2.7226, 0.0558, 6.3357, 0.0004, -0.0039, 0.0009
Si, 8.2352, 0.0122, 6.2191, 0.0019, 0.0032, 0.0065
Si, -0.0711, 2.741, 6.1634, -0.0064, -0.01, 0.0048
Si, 5.4381, 2.7183, 6.2815, 0.0055, -0.008, 0.0044
Si, 2.856, 5.502, 5.773, 0.0031, -0.003, 0.0041
Si, 8.2068, 5.5245, 6.2036, 0.0112, -0.0083, 0.0056
Si, 0.0228, 8.2793, 6.2204, 0.0088, 0.0003, 0.0077
Si, 5.539, 8.2332, 6.0513, 0.0022, 0.0037, 0.0028
Si, 3.6516, 1.8376, 7.6837, -0.0023, -0.0009, -0.0035
Si, 9.8303, 1.1028, 7.6049, 0.0018, 0.0042, -0.017
Si, 1.5303, 4.1801, 7.0738, 0.0072, -0.0006, 0.0069
Si, 6.5926, 4.3669, 7.497, 0.0114, -0.0079, 0.006
Si, 4.3999, 6.545, 7.1636, 0.0044, -0.0081, -0.0229
Si, 9.2983, 7.2128, 7.498, 0.0026, -0.0075, -0.0014
Si, 1.1687, 9.7997, 7.6824, -0.0022, -0.0006, -0.0265
Si, 7.0093, 9.3747, 7.4792, -0.0076, -0.0015, -0.006
O, 1.4487, 3.9715, 24.2347, -0.0003, -0.0044, -0.0026
O, 6.8276, 9.4806, 24.214, 0.0037, 0.0004, -0.0004
O, 2.5304, 3.0214, 7.6418, 0.0046, -0.0008, 0.0012
O, 8.1332, 8.2741, 7.9732, -0.0007, 0.0026, -0.0005
O, 5.4337, 5.4828, 7.925, 0.0045, -0.006, 0.0019
O, 0.0244, -0.0017, 8.1424, -0.0018, -0.001, 0.0041
O, 4.1267, 6.82, 24.2972, -0.0027, 0.0026, -0.0016
O, 9.5951, 1.3708, 24.1421, 0.0011, -0.0022, 0.0003
O, 1.8285, 9.1339, 9.0705, 0.0045, -0.003, 0.0173
O, 1.0799, 5.2832, 8.2252, -0.0009, 0.0018, 0.0028
O, 9.0619, 1.7107, 8.9632, -0.0036, 0.0024, 0.0095
O, 6.2562, 9.9422, 8.8423, -0.0001, -0.0002, 0.0061
O, 3.7097, 1.7058, 9.3569, -0.001, 0.0014, 0.0031
O, 3.4281, 7.2723, 8.2303, -0.0122, 0.0177, -0.0016
O, 7.2144, 3.6852, 8.8864, 0.0003, -0.0011, 0.0028
O, 9.9445, 6.7782, 8.966, 0.0008, -0.0006, 0.0006
O, 2.9747, 1.9703, 23.3795, 0.0009, -0.0018, -0.0046
O, 5.0347, 0.2617, 23.3483, -0.0008, 0.0009, -0.003
O, 7.8877, 3.2543, 23.302, -0.0021, 0.0038, -0.0105
O, 10.3269, 5.0452, 23.1672, -0.0043, -0.0007, -0.0146
O, 8.6622, 7.6131, 23.4738, 0.0034, -0.0029, -0.0068
O, 2.3909, 8.6399, 23.4068, -0.0001, 0.0005, -0.0038
O, 6.3194, 5.2726, 23.9115, 0.0053, -0.0017, -0.0071
O, 0.5067, 10.566, 23.3047, 0.0032, -0.0027, -0.0089
Si, 2.9771, 8.0436, 9.5622, -0.0079, 0.0021, 0.0108
Si, 9.9547, 0.2304, 13.0918, 0.0017, -0.0039, -0.0031
Si, 14.8016, 5.828, 13.2502, -0.2154, 0.0244, 0.0366
Si, 4.4464, 1.6537, 22.7435, 0.0008, -0.0007, 0.0088
Si, 8.5649, 2.3421, 20.2321, 0.0012, 0.0006, 0.0034
Si, 10.1831, 4.9379, 21.5397, 0.0013, -0.0007, 0.005
Si, 1.2082, 9.3123, 22.5172, 0.0003, 0.0007, 0.011
Si, 13.0953, 4.5694, 20.1895, -0.0003, 0.001, 0.0013
Si, 1.9893, 5.3927, 11.0516, 0.001, 0.0084, -0.0058
Si, -2.0268, 10.1291, 20.1246, 0.0016, 0.0001, 0.0033
Si, 4.438, 6.6371, 15.961, -0.02, 0.001, -0.0035
Si, 7.4399, 9.3797, 12.6998, 0.0023, 0.006, -0.0085
Si, 5.6762, 9.5839, 10.3262, -0.0045, -0.0035, -0.0077
Si, 5.3916, 2.975, 12.7064, 0.0084, -0.0267, 0.0033
Si, 3.1109, 12.5473, 15.9807, -0.0061, -0.0035, 0.0028
Si, 2.6638, 9.3649, 19.7612, -0.0001, -0.0004, 0.0017
Si, 5.2792, 3.8416, 15.4501, 0.0176, -0.0117, 0.0143
Si, 3.3142, 2.6526, 10.6464, -0.0166, 0.0005, -0.0139
Si, 4.9355, 10.9857, 12.7069, -0.0006, -0.0066, -0.0071
Si, 6.4825, 4.0095, 22.9261, 0.0024, -0.005, 0.0057
Si, 13.117, 0.72, 13.0151, -0.0022, -0.0024, -0.004
Si, 8.6807, 3.2316, 9.4496, 0.0006, -0.0003, -0.0088
Si, 9.5964, 14.0278, 17.4197, 0.0011, -0.0008, 0.0013
Si, 12.2289, 2.4534, 18.365, 0.0008, 0, 0.003
Si, 8.1969, 4.5421, 15.1908, 0.0086, 0.0005, 0.0012
Si, 4.6666, -0.0901, 18.0014, 0.0007, 0.0002, 0.0032
Si, 4.9898, 4.8219, 20.4185, -0.0013, 0.0003, 0.0021
Si, 7.2459, 7.6057, 15.2369, 0.0048, 0.0067, 0.0058
Si, 14.5421, 6.699, 18.8537, -0.0013, -0.0002, 0.003
Si, 9.4202, 7.7951, 22.0327, 0.0003, -0.0008, 0.0052
Si, 18.2856, 9.7019, 17.4074, 0.0007, 0.0016, 0.003
Si, 10.7601, 5.4059, 9.2566, -0.002, 0.0007, -0.0056
Si, 5.5187, 13.0167, 19.9377, 0.001, -0.0003, 0.002
Si, 0.3848, -0.5699, 18.4257, 0.0009, -0.0002, 0.0017
Si, 9.5431, 11.2229, 16.1619, 0.0008, 0.0008, 0.0033
Si, 8.5857, 3.0883, 12.5824, 0.0138, 0.0059, -0.0051
O, 6.9792, 13.8459, 12.6435, -0.0136, -0.0071, 0.0002
O, 6.9869, -8.7097, 20.6476, 0.0001, 0, -0.0008
O, 11.702, 0.9742, 18.7905, 0.0007, 0, -0.0011
O, 4.7939, 4.141, 13.8179, 0.0962, -0.1471, 0.0578
O, 2.0883, 2.4006, 16.957, 0.0034, -0.0012, -0.0029
O, 9.7943, 10.7868, 14.6474, -0.0014, -0.0021, -0.0005
O, 5.5189, 1.1715, 18.5945, 0.0001, 0, -0.0015
O, 3.3685, 10.4956, 12.9305, 0.0002, 0.003, 0.0023
O, 2.5408, 4.0443, 10.2744, -0.0003, -0.0031, -0.0007
O, 0.3578, 5.3363, 10.7998, 0.0039, 0.0011, 0.0017
O, 5.0911, 3.5516, 19.4005, 0.0011, -0.0005, -0.0007
O, 9.3937, 3.5717, 20.9842, -0.0014, -0.001, -0.002
O, 15.9098, 6.4772, 12.4156, 0.0961, 0.1041, -0.0958
O, 1.6861, 9.4179, 18.4495, 0, 0.0012, -0.0006
O, 0.0663, 8.1788, 22.2282, -0.0003, -0.0013, -0.003
O, 13.3717, 5.5538, 18.8977, 0.0009, -0.0001, -0.0004
O, 16.6623, -1.1558, 17.3832, 0.0002, -0.0005, -0.0024
O, 10.5851, 10.2912, 16.9929, 0.0012, 0, 0.0001
O, 4.4969, 1.5618, 21.1154, 0.0004, -0.0003, -0.0026
O, 2.4551, 5.2443, 12.6152, -0.0031, -0.0008, 0.0018
O, 6.2378, 4.7241, 21.4638, 0.0002, 0.0003, -0.001
O, 8.6384, 9.0634, 21.3307, -0.0004, 0.0013, -0.0035
O, 7.9999, 10.973, 16.6122, -0.0003, 0.0013, -0.0007
O, 3.1704, 7.8442, 19.9178, -0.0001, -0.0014, -0.0003
O, 15.9695, 6.1398, 19.4586, 0.0013, -0.0007, -0.0019
O, 4.9207, 12.4959, 13.3312, 0.001, 0.0133, 0.0003
O, 8.8609, 10.1776, 12.3496, -0.0001, 0.0003, 0.002
O, 8.9464, 4.1468, 13.7824, -0.0034, 0.0041, 0.0047
O, 6.1991, 10.2311, 13.4182, 0.0009, 0.0009, 0.0023
O, 7.7716, 8.2699, 13.8434, -0.0031, -0.0052, 0.0036
O, 7.8137, 8.3578, 16.5906, -0.0004, -0.0019, -0.0022
O, 4.2765, 8.7641, 10.2184, 0.01, 0.0065, 0.0042
O, 4.7287, 3.2131, 11.2736, 0.0042, 0.0094, -0.001
O, 5.2875, 10.9852, 11.1065, -0.0006, 0.0029, 0.0056
O, 4.4398, 13.4918, 15.8813, 0.0021, 0.0053, -0.0053
O, 3.9207, 10.2965, 19.337, 0.0018, 0.0005, -0.0011
O, 6.8746, 3.5625, 15.382, -0.0211, 0.005, 0.004
O, 13.0667, 3.0318, 19.6289, 0.0007, -0.0007, -0.0017
O, 0.6437, 11.0863, 12.7633, 0.0018, -0.0004, -0.0006
O, -1.5447, 6.3608, 21.1919, -0.0005, 0.0013, -0.0024
O, 5.6225, 7.5918, 15.4032, 0.0053, -0.0023, -0.003
O, 5.0074, 5.1412, 16.3596, 0.0033, -0.002, -0.007
O, 3.7694, 7.2383, 17.3202, 0.0042, 0.001, 0.0006
O, 0.0592, 3.4964, 18.1322, -0.0013, 0.0005, -0.0019
O, 11.6992, 4.9402, 20.9225, 0.0018, 0.0002, -0.0015
O, 7.7977, 6.0918, 15.1862, 0, -0.0026, -0.0027
O, 5.3306, 2.9204, 23.2509, 0.0011, 0.001, -0.0045
O, 12.8724, 9.8448, 21.1409, 0.001, 0.0008, -0.0026
O, 9.0434, 11.7251, 20.5377, -0.0003, 0.0004, -0.0019
O, 2.4718, 1.8128, 11.8007, 0.002, -0.0004, 0.0032
O, 2.3328, 1.3368, 14.5568, 0.0025, 0.002, 0.0025
O, 9.103, 4.3413, 16.5236, -0.0024, -0.0001, -0.0029
O, 3.6339, 0.2745, 16.7761, 0.0004, 0.0027, -0.0032
O, 9.4635, 12.6935, 12.8308, 0.0033, -0.0027, -0.0001
O, 10.3744, -1.207, 19.5659, 0.0009, 0.0005, -0.0023
O, 7.8, 9.8036, 18.9728, -0.0008, -0.0008, -0.0017
O, 14.4336, 15.6769, 21.1544, 0.0011, 0.0004, -0.0017
O, 6.8404, -2.0693, 11.2541, 0.0023, -0.0006, 0.0041
O, 14.3231, 6.35, 14.746, 0.0286, 0.0244, 0.0097
O, 2.4032, 6.8983, 10.563, -0.0033, -0.0071, 0.0048
O, 9.8105, 4.1781, 8.7802, 0.0006, 0.0017, 0.0017
O, 8.8461, 3.5158, 11.0412, 0.0002, 0.0028, -0.0015
O, 9.8531, 1.862, 16.3765, -0.0007, 0.0013, -0.0001
O, 8.5778, 2.6507, 18.6175, 0.0006, 0.0003, -0.0009

Results
free energy: -133959.036 eV
free energy less fixed offsets of O -568.88, Si -635.61 eV per atom: 2.924 eV

The program warned: the cutoff lies below the one the program advises for these potential files; the exchange-correlation potential is rough where the density is thin.
